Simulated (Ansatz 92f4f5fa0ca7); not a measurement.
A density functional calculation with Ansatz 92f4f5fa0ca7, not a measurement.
Periodic cell of 252 atoms, Si144O100N8, from a study of silicon, its oxide and their interface. The atomic structure is a simulated model.

Settings: functional r2SCAN; potential files Ansatz PAW; basis plane waves; wave-function cutoff 800 eV; density cutoff ratio 5; exchange-correlation grid ratio 1; k mesh 1 x 1 x 1, shifted by 0.5 0.5 0 of a step; self-consistency stop 1e-10 eV per atom in the density residual; occupations fixed; spin none; net charge 0.

Cell vectors (angstrom)
a	10.887	0	0
b	0	10.887	0
c	0	0	35.1919

Atoms: element, x, y, z (angstrom)
Si	-0.5753	0.4749	0.0131
Si	2.2713	2.8621	0.2604
Si	0.1403	5.1936	0.1495
Si	2.8114	7.9362	-0.633
Si	5.7012	-0.1979	-0.2056
Si	8.1648	2.6782	0.4284
Si	5.9453	4.8427	0.2158
Si	7.8042	8.3959	0.2242
Si	1.1168	1.3086	1.4783
Si	4.0845	3.933	1.3843
Si	1.4441	6.8468	1.1325
Si	4.0554	9.396	0.9635
Si	6.693	1.2354	1.4498
Si	9.5353	4.1152	1.5982
Si	6.7661	6.6981	1.4588
Si	9.4121	9.628	1.3757
Si	-0.0458	2.7155	2.9232
Si	2.6815	-0.1365	2.52
Si	0.024	8.19	2.5574
Si	2.7527	5.4737	2.6281
Si	5.3631	2.6062	2.8051
Si	8.0894	-0.0263	2.8421
Si	5.3185	8.1328	2.6271
Si	8.1623	5.4829	2.8726
Si	1.4056	4.1245	4.086
Si	3.9877	1.2255	4.0506
Si	1.3527	9.4875	4.0047
Si	4.0316	6.8092	4.0715
Si	6.7616	4.0398	4.1119
Si	9.4463	1.3487	4.1949
Si	6.7129	9.4499	4.0742
Si	9.5949	6.8608	4.0737
Si	0.0066	-0.0306	5.4246
Si	2.7244	2.6972	5.4179
Si	0.0319	5.4702	5.4502
Si	2.679	8.159	5.4325
Si	5.3926	-0.0522	5.4497
Si	8.1125	2.7242	5.5169
Si	5.417	5.4456	5.4319
Si	8.1668	8.1657	5.4231
Si	1.3499	1.3629	6.782
Si	4.0848	4.0625	6.798
Si	1.37	6.8102	6.8381
Si	4.043	9.5013	6.8142
Si	6.7567	1.3377	6.8274
Si	9.5357	4.0951	6.799
Si	6.8264	6.7868	6.78
Si	9.5165	9.5289	6.8014
Si	0.0101	2.7267	8.1564
Si	2.7196	0.0302	8.1584
Si	-0.0096	8.174	8.1684
Si	2.7486	5.4398	8.1786
Si	5.4416	2.7306	8.1905
Si	8.1786	0.0202	8.1749
Si	5.4572	8.1545	8.1306
Si	8.1821	5.4428	8.1625
Si	1.3787	4.0764	9.5262
Si	4.0788	1.3833	9.5469
Si	1.3525	9.5637	9.4991
Si	4.16	6.7847	9.5285
Si	6.8276	4.096	9.5383
Si	9.5428	1.3967	9.5493
Si	6.789	9.5439	9.4929
Si	9.5465	6.79	9.5256
Si	0.0272	0.0332	10.9055
Si	2.757	2.7708	10.9231
Si	0.0367	5.4339	10.8977
Si	2.78	8.2143	10.7747
Si	5.476	0.0457	10.8893
Si	8.1994	2.7813	10.9229
Si	5.5164	5.4411	10.9597
Si	8.1325	8.1481	10.8082
Si	1.4117	1.4129	12.2777
Si	4.1489	4.0966	12.3422
Si	1.5015	6.8226	12.115
Si	4.1032	9.5403	12.1878
Si	6.821	1.4352	12.2781
Si	9.5348	4.1494	12.3342
Si	6.8898	6.8393	12.3098
Si	9.4648	9.5045	12.1219
Si	0.0275	2.7641	13.6525
Si	2.8839	0.0805	13.5941
Si	0.0463	8.1515	13.3167
Si	2.8483	5.5958	13.6242
Si	5.5319	2.7763	13.7794
Si	8.1422	-0.0371	13.5332
Si	5.4341	8.1937	13.5629
Si	8.2492	5.5618	13.7981
Si	1.3279	4.3406	14.8211
Si	4.4125	1.1498	15.0961
Si	1.1713	9.7596	14.54
Si	4.4238	6.7127	15.0946
Si	6.6564	4.4135	15.1243
Si	9.7402	1.0667	14.8042
Si	6.5586	9.7287	14.8851
Si	10.0838	6.6342	14.909
Si	0.4431	-3.6741	20.8811
Si	-3.644	19.7049	17.7075
Si	10.5001	-5.3507	22.9543
Si	0.5776	11.6863	23.7741
Si	0.1808	-2.2998	16.9178
Si	4.5035	4.7732	19.0996
Si	-3.836	16.7711	26.9281
Si	7.5815	11.7712	26.968
Si	1.4001	2.2125	28.7714
Si	7.4421	4.0298	18.1132
Si	-6.8661	4.1365	28.6254
Si	11.5796	-9.5535	18.9831
Si	-3.7512	7.3173	21.6019
Si	-2.0569	-4.3785	19.2287
Si	24.0485	-4.4592	22.7859
Si	-9.0896	-1.6458	19.2639
Si	-6.3551	11.1923	22.7196
Si	-0.0565	-8.0757	21.4639
Si	6.0602	2.8487	23.4086
Si	15.1726	7.7625	18.0736
Si	-3.5311	-11.4069	21.7393
Si	2.6498	2.7417	32.6284
Si	-5.8656	-5.5036	22.0114
Si	8.4067	0.8855	24.191
Si	-1.7133	11.0448	17.5625
Si	2.7535	-8.0502	17.2085
Si	-7.716	0.4449	25.4248
Si	7.965	23.5248	30.8547
Si	12.8425	-1.4799	22.279
Si	12.6672	10.3188	30.2008
Si	7.5058	5.5012	23.8035
Si	8.3745	10.1299	29.3418
Si	10.6928	3.0184	31.1229
Si	8.9265	5.4442	30.8898
Si	10.8996	9.5144	28.067
Si	-2.2777	12.5492	19.8824
Si	5.2533	11.9959	32.0084
Si	6.0582	3.9301	31.0278
Si	3.008	9.4174	27.7359
Si	20.5298	7.0498	33.2754
Si	0.686	9.5614	32.9646
Si	-6.3598	17.9489	28.5199
Si	-5.8834	24.3654	26.3543
Si	6.8019	3.2014	28.4428
Si	15.0414	5.4552	32.9672
Si	10.4589	1.0176	26.4753
Si	4.5293	20.5516	30.053
Si	30.7446	7.38	28.5379
O	-3.7757	3.7655	34.9047
O	-1.6754	1.657	34.7999
O	-3.3741	4.6676	30.9756
O	15.159	0.0876	24.3003
O	1.1992	4.0089	34.9644
O	-1.4769	2.0938	31.5274
O	14.0062	20.564	30.8475
O	3.4031	6.8667	33.4047
O	5.3724	0.5029	33.5344
O	19.7915	6.6661	31.9193
O	20.8536	-0.5204	29.1034
O	10.6915	8.2242	32.9985
O	-2.6688	6.9617	27.1822
O	5.3338	5.4141	34.0448
O	10.9029	10.7603	33.8158
O	6.7917	9.4883	34.7172
O	2.2052	3.8737	16.1035
O	0.1727	5.3865	15.2982
O	10.0924	-3.4494	16.3359
O	5.5076	-0.0262	15.5016
O	1.4208	8.9448	15.9346
O	7.1896	8.7821	16.075
O	8.1914	-2.3709	29.4321
O	16.2624	-0.162	30.9525
O	-18.289	7.8831	27.5971
O	7.6359	11.4255	20.5438
O	9.0709	1.1869	16.3003
N	5.4582	3.6312	29.4446
O	3.7615	12.6659	16.4652
O	1.4337	12.941	17.7268
O	-0.7429	-1.0238	17.1349
O	8.2909	-3.1151	18.3573
O	11.7899	8.2939	18.3022
O	-7.573	8.843	18.809
O	16.4696	-4.0541	21.4817
O	0.7588	10.1022	31.4416
O	0.1348	10.9595	14.9181
O	0.8474	13.3102	20.1749
O	-2.9304	-4.5122	20.5795
O	4.0091	-3.3737	16.4696
O	5.8165	-11.4019	22.2207
O	11.7	-0.6734	23.12
O	3.7037	5.6822	22.9429
O	-3.5724	3.807	16.4994
O	5.4992	5.5294	15.5255
O	5.7402	6.5831	27.5723
O	2.8032	10.0095	26.2609
O	4.4998	4.5505	20.7086
O	15.0688	-0.6586	28.5544
O	-1.5925	-8.4551	21.117
O	-11.438	-3.911	22.1733
O	-7.6901	-0.3913	22.0163
N	-15.4749	4.515	22.8871
O	7.5514	13.0762	23.6341
O	21.6696	4.3518	21.8769
O	16.6611	-2.4759	18.2552
O	15.8649	-2.7915	29.7541
N	-11.9063	-9.8913	18.8854
O	11.6905	12.6661	27.2936
O	7.3959	4.5215	27.7229
O	1.541	-0.0507	19.1251
O	-0.5197	5.7773	33.9677
O	6.0219	-6.2965	18.5968
O	9.0742	12.413	27.139
O	1.7477	17.1567	21.229
O	14.4282	3.6811	18.3549
O	8.3753	10.7008	22.9655
O	1.0728	5.7552	23.7058
O	5.031	1.8854	22.52
O	7.4793	10.58	28.0609
O	-2.9769	13.3736	29.3966
N	1.578	-1.3706	28.6879
O	-6.4129	3.953	27.0663
O	-5.5568	-7.9503	24.8374
O	-2.2742	-5.7603	18.3992
O	-6.7958	6.3062	18.7589
O	-14.019	10.3517	17.9911
N	-11.7046	11.9668	24.746
O	-3.352	-2.0494	21.2316
O	3.7654	-5.1845	29.0064
O	11.4545	12.8084	22.6342
O	12.0522	13.5884	31.9747
O	3.0219	4.3046	32.9103
O	-0.1356	10.3032	26.6634
O	-3.4109	17.8725	23.1487
O	3.8321	1.9344	31.8336
O	7.0008	5.56	25.3423
O	12.7619	0.9818	29.7306
O	2.0841	20.0082	33.6818
O	11.0427	13.7642	29.5546
O	-3.355	22.0884	25.4475
O	5.023	5.0391	31.6412
N	6.4872	2.2896	31.6562
O	12.7329	11.9505	24.7481
N	12.1169	-2.0971	20.8154
O	-1.7059	16.9472	29.4278
O	13.5376	14.1519	28.7812
O	7.7497	2.6521	18.9154
O	-7.0809	12.4023	26.4377
O	-0.5239	-2.8857	28.0117
O	9.1258	5.1336	23.7497
O	8.4741	7.5815	34.2111
O	10.1814	4.5317	31.3266
N	-4.4983	2.0736	27.2224
O	-8.4663	-2.8401	23.0763
O	18.8675	11.0173	30.6341
O	13.5478	2.0437	34.0894
O	21.2753	6.7133	19.6444

Results
free energy: -152234.930 eV
free energy less fixed offsets of N -386.36, O -570.45, Si -639.56 eV per atom: -2.410 eV

Forces (eV/angstrom), in the order of the atoms: element, x, y, z
Si	-0.0238	-0.0334	0.2171
Si	0.0036	0.0565	0.1265
Si	0.0546	0.0309	0.1854
Si	-0.0425	0.119	0.2309
Si	-0.0494	-0.0793	0.2309
Si	0.003	0.0034	0.1427
Si	0.0149	-0.0665	0.1843
Si	-0.0116	0.066	0.1329
Si	0.0459	0.0443	0.0005
Si	0.0001	0.0282	0.037
Si	-0.0472	-0.0359	0.0029
Si	0.0276	0.0162	-0.0184
Si	0.0391	0.0229	0.0199
Si	-0.005	-0.0184	0.0261
Si	-0.0163	0.0243	0.0827
Si	-0.0397	-0.0433	-0.0095
Si	-0.0134	0.012	0.0717
Si	-0.054	-0.0019	0.0174
Si	-0.0082	0.0149	0.0351
Si	0.0124	0.0217	0.0102
Si	0.02	-0.0347	0.0168
Si	-0.0196	0.0297	0.0509
Si	0.0139	-0.0084	0.0248
Si	0.0506	-0.0315	0.02
Si	-0.0127	-0.0471	-0.035
Si	0.0394	0.0126	-0.0035
Si	-0.0262	0.0245	-0.0586
Si	0.0098	0.0036	-0.0104
Si	-0.0321	0.0296	-0.0142
Si	0.0158	-0.0072	0.0003
Si	0.053	-0.0064	-0.0026
Si	-0.0088	-0.0151	-0.0014
Si	-0.0135	0.0192	-0.0068
Si	-0.0059	0.008	-0.0011
Si	0.0034	0.0077	0.0029
Si	-0.0049	-0.0215	0.0185
Si	0.0006	-0.0029	-0.003
Si	0.0261	-0.013	0.0059
Si	0.0151	-0.001	0.0029
Si	-0.0033	0.0207	0.0011
Si	-0.0232	-0.0115	-0.0009
Si	-0.0031	-0.0084	0.0164
Si	-0.0036	0.0149	-0.0071
Si	-0.0012	-0.0234	-0.0064
Si	0.0046	0.005	0.0157
Si	-0.0109	0.0039	0.0183
Si	0.0151	-0.0011	0.0063
Si	0.0109	-0.001	-0.0091
Si	0.0159	0.0001	-0.0076
Si	-0.0024	0.0063	-0.0162
Si	0.0008	0.0008	-0.0181
Si	-0.0044	-0.0003	-0.0124
Si	0.0141	0.0114	-0.004
Si	-0.0058	-0.0024	-0.0113
Si	0.0079	0.0244	-0.0134
Si	0.0123	0.0037	-0.0053
Si	0.0131	0.0002	-0.0005
Si	-0.0251	0.0084	0.0005
Si	-0.0406	-0.0077	-0.0185
Si	-0.0085	-0.0191	-0.0076
Si	0.0238	-0.0255	0.0065
Si	-0.0171	0.0103	0.0045
Si	0.0167	-0.0007	-0.0085
Si	0.0154	0.0144	-0.0158
Si	0.0233	-0.016	0.0127
Si	0.0016	0.0033	0.0215
Si	-0.0254	0.0299	0.0287
Si	-0.0013	-0.0068	-0.0218
Si	0.0202	0.0009	0.0222
Si	0.0032	-0.0231	0.0345
Si	-0.0099	0.0195	0.0178
Si	0.0193	-0.0087	-0.0076
Si	-0.0374	-0.021	-0.0137
Si	-0.0126	0.0074	-0.0485
Si	0.0004	0.025	-0.0491
Si	0.0043	0.0169	-0.051
Si	0.0212	-0.0213	-0.0532
Si	0.03	-0.0221	-0.0134
Si	-0.0316	0.0049	-0.0535
Si	-0.0047	0.0037	-0.0343
Si	-0.0029	0.0229	0.0082
Si	-0.0167	-0.0616	-0.0068
Si	0.021	0.0027	-0.0561
Si	0.0037	-0.0491	-0.0071
Si	0.0179	0.0073	-0.0267
Si	-0.0018	0.0255	0.0069
Si	0.0275	0.0169	0.0282
Si	0.0335	0.0044	0.0163
Si	-0.0788	-0.0037	-0.1692
Si	0.0452	-0.0558	-0.1928
Si	0.043	0.0805	-0.2018
Si	0.0084	-0.0193	-0.2316
Si	-0.0172	0.0551	-0.2012
Si	0.044	0.0374	-0.2475
Si	-0.0274	0.028	-0.2239
Si	-0.0747	-0.0288	-0.2372
Si	-0.0254	0.0328	-0.1363
Si	-0.042	0.0345	-0.2426
Si	0.0422	0.0457	-0.1213
Si	-0.0079	-0.0109	-0.0629
Si	-0.0522	-0.0136	-0.1832
Si	0.0103	0.0145	-0.246
Si	-0.017	0.0335	0.0716
Si	-0.045	-0.0263	0.0495
Si	-0.0228	0.0073	0.1353
Si	-0.0406	-0.0103	-0.2232
Si	0.0334	0.0066	0.1303
Si	0.0042	-0.0041	-0.1684
Si	0.0208	-0.0105	-0.1146
Si	-0.058	-0.0047	-0.2
Si	0.0113	0.0252	-0.1151
Si	-0.0034	-0.0077	-0.1966
Si	-0.0137	0.0041	-0.0577
Si	-0.0288	-0.0297	-0.182
Si	0.0063	-0.0187	-0.0404
Si	0.0426	-0.0118	-0.2396
Si	0.0346	0.0417	-0.1445
Si	0.0063	-0.0078	0.23
Si	-0.0423	0.0158	-0.1463
Si	-0.0064	-0.0243	-0.0452
Si	0.0471	-0.0395	-0.1493
Si	0.0448	-0.0066	-0.2326
Si	0.0179	-0.0042	0.0254
Si	-0.0271	0.0129	0.1812
Si	-0.0526	-0.0534	-0.1282
Si	-0.0304	0.0044	0.1187
Si	-0.0223	0.0283	-0.075
Si	0.0121	-0.0246	0.099
Si	0.0811	0.0078	0.1312
Si	-0.0293	0.0169	0.1821
Si	0.0542	0.0042	0.1097
Si	0.0841	0.0104	-0.1926
Si	-0.0288	-0.044	0.2873
Si	-0.0046	0.0662	0.1742
Si	0.0026	-0.0012	0.0955
Si	0.0379	-0.0194	0.2493
Si	0.0036	-0.0299	0.2949
Si	-0.0241	0.0303	0.0683
Si	0.0379	-0.016	-0.0113
Si	-0.0818	0.0342	0.0943
Si	0.0203	0.0265	0.2473
Si	0.0296	-0.0454	-0.0243
Si	-0.0492	0.0345	0.137
Si	-0.0011	-0.007	0.0947
O	-0.0429	0.0449	-0.0571
O	0.025	-0.0396	-0.0726
O	-0.0036	-0.0397	-0.045
O	0.0212	-0.0301	0.0314
O	0.0265	-0.0617	-0.086
O	-0.026	0.0143	-0.0181
O	0.0507	-0.0269	-0.0425
O	0.0346	-0.0678	-0.1315
O	-0.0081	0.0912	-0.2593
O	-0.0385	-0.0436	-0.1704
O	0.0031	0.039	-0.0214
O	-0.0116	0.0194	-0.1016
O	-0.0314	-0.0183	-0.0545
O	-0.0603	0.0506	-0.1521
O	0.0181	-0.0235	-0.134
O	0.0189	-0.0126	-0.0632
O	0.0592	-0.0298	0.1387
O	-0.0051	-0.0232	0.0763
O	0.041	0.0495	0.1741
O	0.0046	0.0239	0.0874
O	0.0448	-0.0136	0.1076
O	0.0277	-0.0542	0.1711
O	-0.0458	-0.0177	-0.0072
O	0	-0.0555	-0.1233
O	0.0005	-0.0148	-0.0494
O	-0.0647	-0.056	0.0807
O	-0.0466	0.0055	0.2092
N	-0.0016	-0.0473	-0.096
O	-0.0463	0.0538	0.1571
O	-0.087	-0.0382	0.091
O	-0.0437	0.0326	0.0555
O	0.0504	-0.0553	0.0812
O	0.0478	-0.0305	0.1735
O	-0.016	0.0334	0.084
O	0.0007	0.0136	0.0453
O	0.0101	0.0288	-0.1975
O	0.0148	-0.0068	0.0884
O	-0.0107	0.0508	0.1281
O	-0.0287	-0.0118	0.0901
O	-0.015	0.0422	0.2009
O	-0.0407	-0.0043	0.0537
O	-0.0068	0.0072	0.0396
O	-0.0048	-0.035	0.0581
O	0.0276	-0.0323	0.1878
O	0.0143	-0.0164	0.0919
O	0.0435	-0.012	-0.0403
O	-0.0179	-0.0004	-0.0491
O	0.0075	0.0021	0.1573
O	0.0091	-0.0017	-0.0456
O	0.0149	0.022	0.0995
O	-0.016	0.0079	0.0468
O	0.0271	0.0219	0.0311
N	0.0128	-0.0328	0.0751
O	0.0188	0.005	0.0202
O	-0.006	0.05	0.0444
O	-0.0207	-0.0063	0.0941
O	0.0549	-0.0389	-0.011
N	-0.0101	0.0259	0.0849
O	-0.0147	-0.0202	-0.0636
O	0.0619	0.0118	-0.0213
O	0.0207	-0.0337	0.0814
O	-0.0847	0.0142	-0.1612
O	-0.0218	0.0255	0.0709
O	0.0115	0.0582	0.0044
O	-0.0008	0.0109	0.027
O	0.0345	0.0421	0.1356
O	0.0227	0.0207	0.0764
O	-0.0079	-0.0418	0.1154
O	-0.0061	0.0267	-0.0005
O	-0.0101	0.0015	-0.0284
O	-0.0143	0.0479	-0.1369
N	-0.0333	0.0165	-0.0671
O	0.0232	-0.0408	-0.0449
O	-0.0265	0.0045	-0.0018
O	0.0517	0.0325	0.0795
O	-0.0045	-0.0475	0.1005
O	-0.0308	0.0422	0.1197
N	0.0378	-0.0022	0.059
O	0.0059	0.02	0.0297
O	-0.0187	0.0003	-0.0225
O	0.0392	-0.0302	0.0828
O	-0.0671	-0.0188	-0.0938
O	-0.0349	-0.0111	-0.0627
O	-0.0358	0.0004	-0.0726
O	-0.002	-0.0124	0.0748
O	0.0292	-0.0029	-0.1211
O	-0.0031	-0.0198	-0.018
O	0.0051	0.0433	-0.0453
O	-0.0444	0.0384	-0.0663
O	-0.0013	-0.0092	-0.1056
O	-0.0455	-0.01	-0.0007
O	0.0171	-0.0368	-0.1474
N	0.0391	-0.0119	-0.1241
O	0.0007	0.027	0.0118
N	-0.0145	-0.0111	0.0982
O	-0.006	0.023	-0.0975
O	0.0178	0.0286	-0.0118
O	0.0161	-0.0469	0.0863
O	-0.0185	-0.0097	0.0175
O	0.0216	-0.0067	-0.0463
O	-0.016	-0.0286	0.0495
O	0.0485	-0.0633	-0.1346
O	0.0235	-0.0023	-0.0575
N	-0.0147	0.0102	-0.0662
O	0.0067	0.0197	0.0466
O	0.0087	-0.0063	-0.0436
O	-0.0055	-0.0225	-0.1838
O	0.0857	0.0107	0.0861

The program warned: the cutoff lies below the one the program advises for these potential files; the forces do not sum to zero within the program's tolerance; empty levels may hold ghost states of the PAW files; the exchange-correlation potential is rough where the density is thin.
